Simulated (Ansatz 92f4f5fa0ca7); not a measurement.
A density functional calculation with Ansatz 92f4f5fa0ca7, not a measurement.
Periodic cell of 240 atoms, Si148O92, from a study of silicon, its oxide and their interface. The atomic structure is a simulated model.
Doubt: the cutoff is far below the 930 eV that the study's wrapper takes by default for these files, so forces and energies are approximate.
This geometry differs little from another in the collection (a relaxation step or a small displacement).

Settings: functional PBE; potential files Ansatz PAW; basis plane waves; wave-function cutoff 580 eV; density cutoff ratio 5; exchange-correlation grid ratio 1; k mesh 1 x 1 x 1, Gamma-centred; self-consistency stop 5e-08 eV per atom in the density residual; occupations fixed; spin none; net charge 0.

Cell vectors (angstrom)
a  11.6015  0  0
b  0  10.938  0
c  0  0  32.9979

Atoms and the computed forces on them: element, x, y, z (angstrom), force x, y, z (eV/angstrom)
Si  -0.1948  -0.0303  24.4983  -0.011  0.0013  0.0106
Si  3.9288  -0.1766  24.5159  0.0009  0.0101  0.0051
Si  7.8342  0.0262  24.5008  0.0121  0.0059  0.0085
Si  1.9063  1.0356  24.2519  0.0111  0.006  0.0322
Si  5.8168  1.1644  24.2411  -0.0165  0.0004  0.0141
Si  9.6443  1.5383  24.4766  0  -0.0036  0.0155
Si  0.0982  5.7537  24.0937  -0.0191  0.0112  0.0468
Si  3.9168  5.4492  24.2095  -0.0011  0.0129  0.0235
Si  7.7977  5.3706  24.4285  0.0016  0.0141  0.0098
Si  2.0943  7.0244  24.1234  0.0092  -0.0137  0.0059
Si  5.9026  6.7295  24.2499  -0.002  -0.0028  0.017
Si  9.6386  6.852  24.2948  0.008  -0.0046  0.0168
Si  1.9247  2.6839  26.0709  -0.0028  -0.0074  -0.0138
Si  5.8169  2.7216  26.1075  0.0102  -0.006  -0.0178
Si  9.7376  2.8803  26.344  -0.0096  -0.0065  -0.0161
Si  0.0823  4.2151  26.0605  0.0112  0.0013  -0.0212
Si  3.8621  4.0704  26.1559  -0.0046  0.0024  -0.0221
Si  7.7402  4.0887  26.3622  -0.0013  0.0036  -0.0096
Si  1.9701  8.1941  26.2242  0.0044  0.0038  -0.0115
Si  5.847  8.1597  26.2035  0.0011  0.0055  -0.0211
Si  9.6823  8.1794  26.2871  0.0047  0.0044  -0.0244
Si  0.0124  9.5386  26.3796  -0.007  -0.0029  -0.0131
Si  3.9123  9.4909  26.4338  -0.0015  -0.0118  -0.0161
Si  7.7626  9.5426  26.3583  -0.0022  -0.006  -0.0051
Si  0.0353  0.025  28.2265  -0.003  0.0094  -0.0026
Si  3.8842  0.0446  28.2235  0  0.0086  0.0052
Si  7.7467  0.0436  28.2049  -0.0064  0.0054  -0.0049
Si  1.9464  1.4045  28.1172  0.0022  -0.0043  -0.0048
Si  5.8093  1.4014  28.1173  0.0006  -0.0091  0.0061
Si  9.7095  1.3795  28.1794  0.0065  -0.0088  0.0039
Si  0.0416  5.445  28.119  0.0045  0.0033  0.0016
Si  3.8664  5.4319  28.1272  0.0014  0.0073  0.0057
Si  7.7283  5.4921  28.2231  0.0014  0.0022  0.0019
Si  1.9493  6.8187  28.1534  -0.0053  -0.01  -0.002
Si  5.7951  6.8141  28.1553  0.0026  -0.0025  0.0055
Si  9.6937  6.7921  28.1816  -0.0093  -0.0013  0.0114
Si  1.9336  2.7345  30.0986  0.0071  0.0797  -0.148
Si  5.8008  2.7345  30.0986  0.0214  0.0639  -0.2077
Si  9.6679  2.7345  30.0986  0.0372  0.0814  0.1566
Si  0  4.1018  30.0986  0.0449  -0.0337  -0.2219
Si  3.8672  4.1018  30.0986  0.0104  -0.0465  -0.0864
Si  7.7343  4.1018  30.0986  -0.0311  -0.0957  0.2595
Si  1.9336  8.2035  30.0986  0.0514  -0.0521  -0.167
Si  5.8008  8.2035  30.0986  -0.0988  0.0222  -0.2027
Si  9.6679  8.2035  30.0986  0.0657  -0.0443  -0.0859
Si  0  9.5708  30.0986  0.0553  -0.0291  0.3269
Si  3.8672  9.5708  30.0986  -0.0112  0.0708  0.3008
Si  7.7343  9.5708  30.0986  0.0078  0.0516  0.1134
Si  0  0  32.0322  0.0086  -0.0083  0.08
Si  3.8672  0  32.0322  0.0134  0.0213  0.0958
Si  7.7343  0  32.0322  -0.0045  0.0331  0.0954
Si  1.9336  1.3673  32.0322  0.0037  -0.1163  -0.0472
Si  5.8008  1.3673  32.0322  -0.016  -0.0297  -0.1112
Si  9.6679  1.3673  32.0322  -0.0135  -0.0652  0.0131
Si  0  5.469  32.0322  0.0089  0.0461  -0.1141
Si  3.8672  5.469  32.0322  -0.02  0.0926  -0.0401
Si  7.7343  5.469  32.0322  -0.009  -0.0265  -0.0122
Si  1.9336  6.8362  32.0322  -0.0237  -0.0035  -0.0128
Si  5.8008  6.8362  32.0322  0.0198  -0.0828  0.0208
Si  9.6679  6.8362  32.0322  0.0125  -0.0347  0.0631
Si  1.9336  2.7345  0.9679  -0.0351  -0.0262  0.0964
Si  5.8008  2.7345  0.9679  -0.0288  -0.1588  -0.0961
Si  9.6679  2.7345  0.9679  -0.0474  0.0215  0.1222
Si  0  4.1018  0.9679  -0.0613  -0.1387  -0.3298
Si  3.8672  4.1018  0.9679  -0.0106  0.0276  0.2031
Si  7.7343  4.1018  0.9679  -0.0117  0.1015  0.14
Si  1.9336  8.2035  0.9679  0.1017  0.2125  -0.5016
Si  5.8008  8.2035  0.9679  -0.0147  0.0349  0.2507
Si  9.6679  8.2035  0.9679  -0.0387  0.1321  -0.161
Si  0  9.5708  0.9679  -0.0728  -0.0342  0.0315
Si  3.8672  9.5708  0.9679  -0.0965  -0.0639  0.0685
Si  7.7343  9.5708  0.9679  0.1698  0.0278  0.2354
Si  -0.0508  -0.0006  2.9023  0.0015  0.0085  0.001
Si  3.806  -0.0603  2.949  -0.0064  0.0148  -0.0005
Si  7.744  -0.0399  2.9739  -0.0076  0.0054  -0.0043
Si  1.8941  1.3306  2.8981  0.0082  -0.0108  -0.0032
Si  5.7778  1.2723  2.8427  0.0028  -0.0063  -0.0105
Si  9.674  1.4167  2.9502  -0.0026  -0.0099  -0.0043
Si  -0.0163  5.5135  2.8157  0.0054  -0.0014  -0.0084
Si  3.8482  5.4791  2.9258  -0.0091  0.0066  -0.0118
Si  7.7272  5.5005  2.9025  0.0019  0.0013  0.0009
Si  1.9096  6.8472  2.8369  -0.0037  -0.0024  -0.0005
Si  5.7706  6.8606  2.9484  -0.0019  -0.0061  -0.005
Si  9.6541  6.8611  2.8922  -0.0028  -0.0049  -0.0051
Si  1.9358  2.7609  4.776  0.0097  0.0161  0.0019
Si  5.873  2.7279  4.6505  0.0097  0.0156  0.0154
Si  9.8247  2.8338  4.8961  0.0085  0.0143  0.0128
Si  0.1819  4.3333  4.8117  -0.0104  -0.0283  -0.0028
Si  3.9047  4.02  4.8047  -0.0047  -0.0131  0.0298
Si  7.8019  4.05  4.7642  -0.0063  -0.0162  0.0069
Si  1.7383  8.1668  4.7725  0.031  -0.0053  0.0194
Si  5.688  8.1878  4.9393  -0.0013  -0.0073  0.0425
Si  9.636  8.1265  4.8864  0.0117  -0.002  0.0146
Si  -0.1111  9.6303  4.8755  -0.0134  0.0059  0.0123
Si  3.7124  9.5115  4.9275  -0.0192  -0.0106  0.003
Si  7.6885  9.5322  4.9646  -0.0156  0.0038  0.0165
Si  0.0388  0.0988  6.8496  -0.0226  -0.0027  -0.0118
Si  3.7522  0.1805  6.7028  0.0004  0.0125  -0.0214
Si  7.6975  0.1113  6.8595  0.0016  0.0037  -0.0202
Si  1.8387  1.6056  6.8473  0.0004  -0.0011  -0.0017
Si  5.7152  1.4201  6.5464  -0.0106  0.0017  -0.0044
Si  9.6719  1.4829  6.8819  0.0079  -0.005  -0.0121
Si  0.0001  6.2338  7.9371  0.0434  0.0208  -0.0786
Si  3.3729  5.3522  6.6892  -0.0057  0.0097  -0.0243
Si  7.8044  5.051  6.8736  0.0254  -0.0355  0.0013
Si  1.3085  6.1999  6.0318  -0.0099  0.017  0.0514
Si  5.179  6.8458  6.8783  0.0211  -0.0141  -0.0901
Si  9.5009  6.7141  6.8606  0.0074  -0.0038  -0.0135
O  6.4254  5.8601  7.3345  -0.0302  -0.0025  0.0067
O  4.7616  7.8739  8.0939  -0.0048  0.0355  0.0489
O  0.4245  10.024  8.1259  0.0009  -0.0064  0.0049
O  5.3182  2.5048  7.7787  -0.0006  0.0017  -0.0014
O  0.0955  7.5013  8.9813  -0.0034  0.0167  0.0038
O  8.7719  7.9315  7.7243  -0.0116  0.0167  0.0008
O  9.6382  2.5946  8.1611  -0.0017  0.0156  0.0121
O  7.6587  10.2163  8.3238  0.0053  -0.0178  0.0162
O  3.9764  10.563  8.2472  0.007  -0.0133  0.0257
O  1.7171  2.5127  8.2736  0.0008  0.0168  0.0002
O  3.067  4.762  8.2359  -0.0114  -0.0069  0.0089
O  12.0297  4.8536  8.7679  0.0083  -0.034  0.0238
O  4.0065  4.4121  22.8898  0.0026  -0.0194  -0.0217
O  4.2305  9.6458  23.3043  -0.0029  -0.01  -0.0032
O  6.7639  7.5735  20.1551  0.0055  0.0008  -0.0006
O  6.1056  7.3752  22.7203  -0.0062  0.0089  -0.0166
O  9.3958  7.6952  22.8568  -0.0024  0.0185  -0.0089
O  -0.7288  9.7629  23.398  -0.0105  -0.0126  -0.0065
O  7.6796  4.2851  23.153  0.0091  -0.017  -0.005
O  9.6323  2.4325  23.0511  -0.0154  0.0234  -0.0136
O  8.123  10.0124  23.1564  -0.0003  -0.0015  -0.0038
O  5.7522  1.4503  22.6005  0.0076  0.0116  -0.0443
O  1.9698  1.5798  22.6659  -0.0011  0.0007  -0.0255
O  0.1122  5.1277  22.5534  0.0023  -0.0217  -0.0517
Si  6.1965  1.9446  21.1088  0.0106  0.0095  0.0152
Si  11.4879  9.0782  9.3424  -0.0079  0.0017  0.0054
Si  8.001  7.8792  11.6443  0.0012  -0.0015  0.0106
Si  1.8022  11.6452  21.2849  0.0036  -0.0096  -0.0056
Si  8.425  -0.4893  13.116  -0.0005  -0.0039  0.0153
Si  1.138  4.5725  14.8527  0.0033  -0.0024  -0.0085
Si  5.2194  12.997  16.5583  -0.0007  -0.0016  -0.0041
Si  -0.6626  6.9683  16.025  0.0005  0.0017  -0.0013
Si  -0.6884  -0.7291  20.1927  0.0011  0.0048  -0.0069
Si  5.7083  2.5377  9.3604  0.0102  0.0048  0.0039
Si  4.5759  7.9435  9.7172  -0.0013  -0.0105  0.0127
Si  7.537  8.0473  18.8119  -0.0044  -0.0044  -0.0055
Si  1.7325  3.3466  19.8286  -0.0019  0.0006  -0.0154
Si  -3.1677  3.6035  8.6702  -0.011  0.0026  -0.0198
Si  2.769  4.0846  12.1285  -0.0059  -0.003  0.0005
Si  3.5228  9.7213  13.8149  0.0002  -0.0023  -0.001
Si  8.5023  8.955  8.9366  0.0052  0.0149  0.0103
Si  7.4505  3.8361  15.5055  0.0008  -0.0032  -0.0059
Si  4.3735  10.744  9.8116  0.0102  0.0113  0.0078
Si  -0.8791  7.4786  19.0958  0.0036  -0.0041  -0.0068
Si  4.2618  4.3878  21.2648  0.0065  0.0048  -0.0011
Si  5.5643  7.2336  21.1831  -0.0076  -0.0068  0
Si  1.825  3.991  9.0042  -0.0077  -0.0011  0.0002
Si  6.7165  0.2413  18.4929  -0.0008  0.0056  -0.0068
Si  9.6582  11.5461  17.7277  0.0014  -0.0039  -0.0041
Si  3.3444  9.0481  22.0736  -0.0163  -0.0072  0.0119
Si  8.6467  3.4055  22.1669  -0.0086  -0.018  -0.0042
Si  7.7179  6.76  16.0229  -0.0034  0.0026  -0.0024
Si  8.3539  4.9412  11.3761  0.0159  -0.0053  -0.0061
Si  10.5747  9.9461  15.4295  -0.0188  0.0152  -0.0162
Si  1.7479  11.4384  15.3844  -0.0017  -0.0034  -0.0014
Si  2.5216  13.9271  16.9865  -0.0002  -0.0002  -0.0004
Si  3.6861  12.5488  13.7132  -0.0017  0.005  -0.0011
Si  6.3305  8.6463  13.9164  0.0042  0.0032  0.0006
Si  10.2043  2.8153  15.6359  0.0013  -0.0031  -0.0049
Si  2.2974  9.2677  11.0923  -0.0038  -0.0053  0.0115
Si  5.2513  5.1449  10.9989  0.0014  -0.0094  0.0064
Si  -2.994  13.407  13.1899  0.0025  0.0025  0.0006
Si  -0.5663  4.9381  21.0789  -0.0042  -0.0012  0.0057
Si  9.4973  9.3114  22.6301  0.0024  -0.0163  0.006
O  9.3424  6.6295  15.8375  0.0006  -0.0011  -0.0001
O  2.8188  4.3421  20.5183  -0.0044  -0.0014  0.0075
O  2.7293  -0.8209  15.2079  -0.0008  0.0022  0.0029
O  3.0067  18.9779  10.2311  -0.0015  0.0042  -0.0101
O  7.6748  8.1238  10.0652  -0.0009  -0.0061  -0.0034
O  2.508  9.0583  12.7057  0.0054  0.0027  0.0046
O  0.2513  3.731  20.3639  0.0099  -0.0089  0.0018
O  -0.3459  6.97  17.6327  0.0011  -0.0012  -0.005
O  7.3393  13.9904  14.062  -0.0025  0.0029  0.002
O  0.3087  11.0314  21.1672  0.0015  -0.0044  0
O  16.817  9.3831  10.2209  0.0039  0.0093  -0.0086
O  9.6158  9.7499  21.0725  0.0065  0.0028  -0.0067
O  2.2264  8.0365  22.7689  0.0164  0.0206  -0.0108
O  2.7574  10.3228  21.2425  -0.0095  0.0134  -0.0016
O  4.1782  22.0261  13.1677  -0.0024  -0.0001  -0.0028
O  5.6373  0.6556  17.3116  -0.0023  -0.0001  -0.0006
O  9.755  10.1777  16.8281  0.0057  -0.0005  -0.0142
O  5.0274  3.8585  10.0093  0.0014  0.0211  0.0015
O  5.1266  3.1139  20.7394  0.0012  -0.0066  0.0102
O  8.3406  11.9601  12.4562  0.0019  -0.0057  -0.0065
O  2.9687  10.7021  10.6507  -0.0061  -0.0006  -0.0105
O  8.8324  -4.4783  11.8118  -0.0006  0.0022  -0.0059
O  0.0153  3.4861  15.2866  0.0014  -0.0003  0.0006
O  0.2209  10.9682  15.3421  -0.0097  -0.0119  0.005
O  7.0015  9.5681  18.4977  0.0011  -0.0018  0.0062
O  9.7986  2.1026  14.2325  0.0018  0.0025  0.0014
O  7.1391  7.9982  15.1554  0.0012  -0.0022  0.0013
O  2.1039  1.7681  20.0892  -0.001  0.0021  0.0086
O  6.639  7.7864  12.5512  -0.0034  0.0036  -0.0008
O  5.0623  5.7302  20.8339  0.0002  0.0088  0.0117
O  1.6793  -7.346  18.2262  0.003  0.0009  -0.0058
O  -4.2642  2.6248  9.4311  -0.0036  -0.0048  -0.0037
O  1.655  4.5312  13.2752  -0.0057  0.003  0.0083
O  6.7354  4.8978  11.6352  -0.0029  0.0001  -0.0111
O  4.2907  8.2494  21.0187  0.0155  -0.011  -0.0014
O  8.8115  -1.716  12.1034  -0.0032  0.0044  -0.0045
O  -2.457  -3.0417  19.0454  -0.005  -0.0002  0.004
O  -0.5696  6.304  20.1873  -0.0024  0.007  0.0033
O  0.7102  9.3272  10.7295  0.0075  0.0026  0
O  -0.0588  8.8442  19.5272  0.0004  -0.0024  0.0082
O  -0.4417  8.4392  15.3594  -0.0004  -0.0001  -0.001
O  -2.5613  3.7007  12.2008  -0.0012  -0.0063  -0.0017
O  2.006  12.3848  16.6863  0.0035  0.001  0.0031
O  7.7232  2.5181  21.1678  -0.021  -0.0112  0.0142
O  8.1255  11.912  18.1075  0.0013  -0.0023  0.0031
O  6.9359  10.1583  13.7336  0.0129  0.0011  -0.0089
O  2.0951  12.3996  14.1075  -0.0001  -0.0028  -0.0022
O  2.07  3.874  10.6378  0.0056  -0.0014  0.0125
O  8.8478  4.7129  9.8219  -0.0006  0.0083  0.0153
O  4.7271  -2.2535  14.1773  -0.0004  -0.0004  -0.0012
O  10.3496  23.7079  16.914  -0.0004  0.0021  -0.0003
O  9.0051  25.7271  16.0163  0.0002  0.0022  0.0011
O  7.0098  5.4002  15.4517  0.0009  0.0003  0
O  0.4209  6.0044  15.2412  -0.0011  0.0022  0.0001
O  9.9218  9.4627  9.5678  0.0077  -0.0027  -0.0179
O  9.5721  10.3241  14.236  0.0212  -0.006  0.0126
O  4.0847  13.7826  17.4257  -0.0022  0.0016  0.001
O  -1.0995  0.3665  19.0791  -0.0018  -0.0004  0.0009
O  5.2068  12.1099  10.1062  -0.0092  -0.0152  -0.0097
O  3.9671  5.208  12.0143  -0.0036  0.0027  -0.005
O  4.6258  1.8954  15.0327  0.0022  0.0012  0.003
O  6.5234  3.024  16.5477  -0.0009  -0.0016  0.003
O  5.2733  -4.3495  10.2616  -0.0004  -0.0054  -0.0058
O  3.6415  2.7577  12.5742  0.0021  -0.0065  -0.0008
O  2.4185  4.0988  15.7681  0.0039  -0.0001  0.0029
O  6.1758  0.7769  19.955  0.0043  -0.0044  0.0046
O  9.4989  4.4346  21.2469  0.0075  0.0075  -0.0023
O  7.2328  7.0417  17.5568  0.002  -0.0014  -0.0001

Results
free energy: -146403.879 eV
free energy less fixed offsets of O -568.88, Si -635.61 eV per atom: 3.361 eV

The program warned: the cutoff lies below the one the program advises for these potential files; the exchange-correlation potential is rough where the density is thin.
